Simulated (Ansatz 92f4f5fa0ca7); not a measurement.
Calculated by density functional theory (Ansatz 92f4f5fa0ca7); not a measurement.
Periodic cell of 254 atoms, Si144O106N4, from a study of silicon, its oxide and their interface. The atomic structure is a simulated model.
This geometry differs little from another in the collection (a relaxation step or a small displacement).

Settings
functional: r2SCAN
potential files: Ansatz PAW
basis: plane waves
wave-function cutoff: 800 eV
density cutoff ratio: 5
exchange-correlation grid ratio: 1
k mesh: 1 x 1 x 1, shifted by 0.5 0.5 0 of a step
self-consistency stop: 1e-10 eV per atom in the density residual
occupations: fixed
spin: none
net charge: 0

Cell vectors (angstrom)
a  10.887  0  0
b  0  10.887  0
c  0  0  35.9762

Atoms and the computed forces on them: element, x, y, z (angstrom), force x, y, z (eV/angstrom)
Si  -0.3239  0.3496  -0.1502  -0.003  0.002  0.1412
Si  3.0337  2.4591  0.1224  0.0197  -0.0255  0.112
Si  -0.3066  5.8092  0.1223  -0.0213  0.0124  0.1201
Si  3.1239  7.8799  0.2176  0.0031  -0.0218  0.1142
Si  5.1047  0.1143  0.1279  -0.0052  0.0237  0.1041
Si  8.2557  2.5367  0.1048  0.0157  -0.0063  0.1148
Si  5.4077  5.673  0.0079  -0.0186  0.0046  0.1162
Si  8.3415  8.024  0.1074  0.0158  -0.0121  0.1059
Si  1.3377  1.3371  1.2826  0.0004  0.0005  -0.0068
Si  4.2182  4.0666  1.3281  0.0015  -0.0021  -0.0047
Si  1.3862  6.8171  1.4021  -0.0014  0.001  -0.0076
Si  4.0713  9.5066  1.5802  -0.0009  0.0011  -0.0041
Si  6.7599  1.2887  1.3825  0.0006  -0.0016  -0.0067
Si  9.4778  4.1259  1.3538  -0.0005  -0.0003  -0.0055
Si  6.8251  6.8504  1.4443  0.0001  0.0005  -0.0046
Si  9.5768  9.6014  1.293  -0.0011  -0.0004  -0.0064
Si  0.0123  2.745  2.6668  -0.0035  -0.0017  0.0016
Si  2.6161  -0.0069  2.7722  0.0005  -0.0008  0.0016
Si  0.041  8.2428  2.7169  -0.0013  -0.0013  0.002
Si  2.7647  5.391  2.693  0.0016  0.002  0.0018
Si  5.4832  2.7163  2.7585  -0.0012  -0.001  0.0011
Si  8.1769  -0.0248  2.7238  -0.0003  0.0018  0.0015
Si  5.4975  8.1786  2.8467  -0.0012  -0.0005  0.0017
Si  8.1523  5.4515  2.7715  0.0006  0.0013  0.0016
Si  1.3862  4.0624  4.0603  0.0004  -0.0007  -0.0009
Si  4.0495  1.3685  4.0639  -0.0006  0.0011  -0.0014
Si  1.3264  9.5463  4.1685  -0.0005  0.0006  -0.0003
Si  4.0834  6.7797  4.0947  -0.0009  -0.0008  -0.0018
Si  6.8126  4.0842  4.1301  -0.0009  -0.0002  -0.0006
Si  9.5332  1.3811  4.0517  -0.0006  -0.0005  -0.0008
Si  6.8617  9.5291  4.1512  0.0008  -0.0013  -0.0005
Si  9.5467  6.8397  4.0571  -0.0015  -0.0004  -0.0011
Si  -0.0318  0.0308  5.4868  -0.0004  -0.0015  -0.0006
Si  2.7087  2.7093  5.4575  -0.0009  0  -0.0011
Si  0.0214  5.452  5.3945  -0.0011  -0.0005  -0.0011
Si  2.7235  8.1558  5.4466  -0.0019  0.0007  -0.0012
Si  5.4341  0.0114  5.4187  -0.0008  -0.0008  -0.0016
Si  8.1815  2.7237  5.445  -0.0016  -0.0001  -0.001
Si  5.4363  5.4368  5.4787  -0.0005  -0.0003  -0.0008
Si  8.1977  8.1534  5.4853  -0.0009  -0.0008  -0.001
Si  1.3547  1.3683  6.8477  -0.0014  -0.0003  -0.0012
Si  4.0608  4.0749  6.813  -0.0006  -0.0004  -0.0014
Si  1.3446  6.8083  6.7843  -0.0006  -0.0007  -0.0014
Si  4.0892  9.5295  6.7834  0  -0.0002  -0.0015
Si  6.7855  1.3689  6.7773  -0.0009  -0.0008  -0.0013
Si  9.5579  4.0871  6.7748  -0.0004  0.0004  -0.0013
Si  6.8125  6.8004  6.8326  -0.0009  -0.0001  -0.0014
Si  9.5184  9.5343  6.8422  -0.0015  -0.0003  -0.0012
Si  -0.0161  2.7392  8.194  -0.0009  -0.001  -0.0011
Si  2.7278  -0.0286  8.1699  -0.0012  -0.0002  -0.001
Si  -0.0021  8.1552  8.1731  -0.0022  -0.0005  -0.0007
Si  2.6838  5.4469  8.136  0.0005  0  -0.0012
Si  5.4155  2.6957  8.1497  -0.0002  0.0004  -0.0015
Si  8.1385  0.0257  8.1482  -0.0001  -0.0011  -0.0009
Si  5.4421  8.1967  8.1619  -0.0016  -0.0008  -0.0019
Si  8.2012  5.4207  8.1491  -0.0007  -0.0007  -0.0013
Si  1.3356  4.1236  9.5381  -0.0012  -0.0008  -0.0004
Si  4.0653  1.3404  9.5435  -0.0005  -0.0029  -0.0008
Si  1.353  9.5109  9.5305  -0.0003  -0.0004  -0.0004
Si  4.0367  6.8233  9.458  -0.0001  -0.0007  -0.0011
Si  6.8336  4.025  9.4532  0.0001  -0.0001  -0.0008
Si  9.4953  1.3517  9.536  -0.0013  -0.0005  -0.0006
Si  6.7973  9.5809  9.5197  -0.001  0  -0.0013
Si  9.5363  6.7858  9.5404  -0.0011  -0.0009  -0.0009
Si  -0.02  -0.0178  10.883  -0.0014  -0.0016  0.001
Si  2.6506  2.7045  10.8533  -0.0013  -0.0025  0.0012
Si  -0.0009  5.4549  10.9685  -0.0029  -0.0001  -0.0003
Si  2.6902  8.1384  10.8912  -0.0014  -0.0008  0.0007
Si  5.4697  0.0372  10.9383  -0.0004  0.0011  -0.0013
Si  8.1317  2.6934  10.9144  0.0001  -0.0011  -0.0012
Si  5.4511  5.4305  10.6759  -0.0012  -0.0012  -0.001
Si  8.1658  8.2001  10.8244  -0.0002  -0.0021  -0.0013
Si  1.2215  1.418  12.2653  -0.0014  0.0019  -0.0018
Si  4.1485  4.0654  12.0189  -0.0004  -0.0021  0.0005
Si  1.379  6.8085  12.3677  -0.0006  -0.0036  0.0001
Si  4.058  9.5298  12.1786  0.0003  0.0006  0
Si  6.8314  1.3663  12.399  -0.0011  -0.0029  0.0019
Si  9.4648  4.0682  12.2604  0.0041  0.0007  -0.0013
Si  6.7188  6.8237  12.0236  -0.0021  -0.0003  0.001
Si  9.5513  9.4642  12.2555  0.0021  0.0006  -0.0019
Si  -0.2483  2.697  13.7707  0.0012  -0.0077  -0.0012
Si  2.7097  0.0436  13.4605  -0.0025  0.0007  -0.0055
Si  -0.0177  8.1715  13.7915  -0.0037  0.0011  -0.005
Si  2.8434  5.29  13.4654  -0.0058  0.0045  0.0028
Si  5.3959  2.8725  13.598  0.0023  -0.002  -0.0042
Si  8.2331  -0.1156  13.698  0.0026  0.0049  -0.0044
Si  5.3547  8.0721  13.4539  -0.0022  -0.0017  -0.0025
Si  8.0622  5.5364  13.3943  -0.0009  -0.0006  -0.0083
Si  1.5715  3.8026  14.7428  0.0033  0.0197  0.0813
Si  3.7986  1.6495  14.7846  0.0136  -0.0055  0.0905
Si  1.2247  9.8996  14.9335  0.0153  -0.0083  0.0864
Si  4.2725  6.525  14.8859  -0.005  0.0002  0.103
Si  6.571  4.5179  14.8578  0.0034  0.0057  0.09
Si  9.6668  0.9403  15.3  -0.0284  -0.0143  0.1323
Si  6.9894  9.0846  14.7561  -0.0249  0.0109  0.0935
Si  9.1856  6.8832  14.9416  0.0057  -0.0261  0.0867
Si  4.7933  3.7503  19.0613  -0.01  -0.0018  0.2674
Si  11.5992  -5.0132  33.1979  0.014  -0.0179  0.2292
Si  6.0192  -1.5205  17.5808  0.0074  0.016  0.2109
Si  -3.9443  -8.6412  20.2198  -0.0272  -0.0229  0.304
Si  -8.1692  -3.0059  20.0182  -0.0129  -0.0102  0.3366
Si  9.0936  6.753  23.2086  -0.0316  -0.0055  0.2567
Si  13.9464  13.1614  30.8681  0.0266  -0.0084  0.2127
Si  4.1893  20.4768  22.0915  0.0384  0.0026  0.278
Si  0.8717  28.3261  21.7672  -0.047  0.0195  0.2881
Si  26.8973  18.4801  31.8097  0.0123  0.0299  0.2813
Si  12.3336  12.3596  16.5632  -0.0002  0.0181  0.1884
Si  13.2177  18.8304  16.9526  0.0113  -0.0014  0.2527
Si  7.4124  4.6837  24.8665  0.0002  0.017  0.2829
Si  5.9818  13.8267  31.162  -0.0077  -0.004  0.2269
Si  11.1951  5.7395  16.8977  0.0138  0.0024  0.183
Si  17.5326  -1.4022  33.8407  -0.0035  -0.0176  0.2632
Si  6.0981  28.1169  27.1593  0.0172  0.0405  0.334
Si  16.3874  -12.4561  27.4735  -0.0241  -0.0356  0.3141
Si  10.6456  19.7431  24.8148  -0.0172  0.0173  0.3066
Si  7.2124  9.1756  22.8202  0.0251  -0.0096  0.2372
Si  -1.6203  26.8086  31.5757  -0.0129  0.0184  0.2579
Si  15.9133  23.1822  22.6492  -0.0331  -0.0146  0.3068
Si  -4.0141  27.399  30.1587  0.0287  -0.057  0.3059
Si  -2.21  1.799  25.4035  0.0574  0.0031  0.3091
Si  -9.0177  14.0723  33.3215  -0.0038  0.026  0.2411
Si  14.1945  19.267  29.397  -0.0005  0.0354  0.2987
Si  -2.9943  -10.3848  31.8392  0.0067  0.04  0.2769
Si  9.7914  23.3672  20.3818  -0.0115  -0.0504  0.3155
Si  8.054  10.1887  29.1194  0.0008  0.0213  0.3025
Si  -18.5566  16.0531  21.1223  -0.0074  0.0296  0.2983
Si  -2.6806  0.424  18.1633  -0.0183  0.0246  0.2912
Si  15.3301  15.0836  23.716  0.0347  0.012  0.3135
Si  -5.0579  17.0412  17.386  -0.0283  -0.0101  0.232
Si  12.2506  -4.4858  28.2226  -0.0149  -0.0234  0.2865
Si  3.3381  -16.03  25.9899  -0.0331  0.0193  0.325
Si  -6.7293  0.9086  17.5941  0.0425  0.0255  0.2254
Si  13.3676  7.9729  24.1329  0.0153  -0.0178  0.3082
Si  -0.7606  1.1406  28  0.0252  0.0243  0.3037
Si  6.9527  -17.6362  33.6762  -0.0122  0.0029  0.2787
Si  8.4053  15.6774  17.067  0.0007  -0.0258  0.1838
Si  11.2991  14.553  29.6628  0.0181  -0.0058  0.2841
Si  -0.1983  3.4651  18.434  -0.0056  -0.0204  0.2524
Si  -0.455  -1.7726  27.7955  0.0134  -0.0015  0.3024
Si  -23.1404  21.9651  22.8933  -0.0332  -0.0368  0.3287
Si  -4.4976  21.6913  25.1159  -0.0155  -0.0251  0.3249
Si  24.4638  -2.6621  33.2886  -0.029  -0.0101  0.2416
Si  2.0839  10.3542  31.173  -0.0177  0.0303  0.2557
Si  21.6688  11.7359  32.8668  0.0093  -0.0112  0.26
O  2.3798  -7.6325  34.8446  -0.044  0.0247  -0.1672
O  5.5042  -0.825  34.8323  0.0419  -0.046  -0.1378
O  4.549  2.7138  30.4534  -0.0085  0.0007  -0.0803
O  11.2298  -5.5294  34.6883  0.0336  0.0013  -0.1715
O  -5.0466  14.3915  32.6869  -0.0234  -0.0365  -0.1582
O  -3.204  8.6037  34.7134  -0.0511  0.0436  -0.1342
O  15.0884  6.7441  35.6804  -0.0057  0.0069  -0.0635
O  6.1991  5.2803  34.5861  0.0473  -0.0393  -0.1428
O  2.7318  20.4954  32.462  -0.0106  0.0528  -0.1385
O  11.3993  13.1969  33.2084  -0.0077  -0.0107  -0.0861
O  9.4263  1.5035  35.619  0.0032  -0.0028  -0.0655
O  16.8757  4.392  24.1587  -0.0687  -0.0204  -0.1207
O  7.4981  3.0517  34.7426  -0.0394  0.0435  -0.1474
O  3.4656  4.4678  24.9967  0.0401  -0.0575  -0.1809
O  -0.0642  2.7322  19.8643  0.0257  0.0593  -0.15
O  7.351  10.7809  33.2275  0.0342  0.0476  -0.1436
O  -2.6539  4.5459  32.7555  0.0607  0.027  -0.1452
O  8.0742  -2.8719  15.4134  0.0093  0.0021  -0.0553
O  10.8884  10.8492  34.2543  0.0053  0.0231  -0.1889
O  2.5202  11.6586  17.5768  -0.0414  0.01  -0.0901
O  -2.4522  2.3759  20.825  0.0062  0.0017  -0.1199
O  7.491  -1.0492  18.148  -0.0235  -0.0231  -0.0885
O  4.8802  -0.4614  18.1493  -0.0041  0.0004  -0.0827
O  1.6109  -16.628  21.4155  0.0297  -0.0226  -0.1034
O  -20.4133  -3.55  33.1137  0.0049  0.0059  -0.0799
O  9.15  1.385  23.9194  0.0374  -0.0577  -0.2045
O  9.4704  0.5187  19.1976  -0.0369  -0.0346  -0.1661
O  6.0797  9.6193  15.9949  0.0263  -0.0128  -0.1525
O  -10.4403  26.7261  18.335  -0.0078  0.028  -0.1162
O  9.8867  1.6337  26.4734  -0.0734  0.0299  -0.2204
O  3.6368  3.928  20.1918  0.0505  -0.0552  -0.1641
O  -8.1263  8.2363  18.4667  -0.0139  0.0128  -0.2522
O  4.6526  1.0814  16.0651  -0.012  0.0219  -0.1427
O  10.0123  -1.6513  26.2431  0.0082  -0.0128  -0.2477
O  -2.161  0.9099  16.6905  0.0669  0.0206  -0.2032
O  7.3386  16.6262  17.8252  0.0162  -0.005  -0.0865
N  11.2671  0.3263  15.7485  -0.0188  -0.0193  -0.0897
O  -3.8142  1.3765  18.8527  0.0242  -0.0588  -0.1521
O  -11.616  -6.9992  30.8252  0.057  -0.0367  -0.1395
O  16.9286  1.6415  21.4265  0.088  0.043  -0.2064
O  10.7851  13.3132  28.7483  -0.0463  -0.088  -0.1466
O  -2.693  10.3567  22.2757  0.0097  0.0242  -0.1072
O  19.2808  5.4329  23.8226  0.0525  0.05  -0.1233
O  10.3883  9.9757  23.6889  -0.0285  0.0635  -0.1506
O  -5.1075  20.0994  22.0674  -0.0486  0.0031  -0.1044
O  -3.3283  3.8766  16.0181  -0.0389  -0.0041  -0.1066
O  15.3693  13.2024  18.3654  -0.026  -0.0787  -0.1181
O  10.3721  0.8145  21.6738  0.0205  0.0734  -0.2061
O  25.9988  24.4855  23.1418  0.0066  -0.0396  -0.1101
O  7.0021  31.2473  24.4109  0.0268  -0.0387  -0.167
O  9.9301  -3.4101  24.3877  -0.029  -0.0457  -0.1332
O  4.4903  19.1627  30.4964  -0.0584  0.025  -0.1862
O  -2.9493  29.515  22.6394  -0.0144  0.0144  -0.0787
O  6.0829  19.4857  32.6273  -0.0404  -0.0546  -0.1444
O  -0.5917  16.9191  32.2923  -0.0562  -0.0199  -0.1143
O  1.6366  17.9715  23.095  -0.0463  -0.0604  -0.1902
O  7.5233  0.7689  25.887  -0.0175  -0.0049  -0.1168
O  6.2426  -7.2499  19.7976  -0.0301  0.0297  -0.1193
O  12.1164  4.9104  15.8898  0.0312  -0.0447  -0.1066
O  3.5014  8.9697  23.4117  0.0492  0.0494  -0.1595
O  14.954  1.2803  35.5835  -0.0059  0.0032  -0.0572
O  6.5638  20.8135  28.5484  -0.0623  -0.0226  -0.1433
O  10.1741  28.1558  22.046  0.0719  -0.0193  -0.1313
O  13.0707  9.2918  16.1157  -0.0329  0.044  -0.1069
O  -13.0894  22.5096  28.6584  0.0378  0.022  -0.1193
O  -7.4482  17.9389  16.2035  0.0361  -0.0288  -0.12
O  -1.8204  19.8838  28.6727  0.0475  -0.018  -0.1136
N  13.2912  2.4574  15.485  0.0083  0.0148  -0.0989
O  11.3229  24.2483  17.3317  0.0435  -0.0559  -0.1293
O  4.8277  15.9962  18.172  0.0408  0.0748  -0.1363
O  11.5092  5.1342  28.9552  0.0351  0.0885  -0.1331
O  -12.3297  -3.9884  35.6486  0.0047  -0.0054  -0.0579
O  -7.3177  -4.3376  20.3622  0.0069  0.0298  -0.1146
O  -2.7687  3.3157  25.3641  -0.0184  0.0221  -0.0966
O  0.4212  18.6273  28.0212  -0.0243  0.0348  -0.1017
O  6.8861  12.4974  31.2426  -0.0053  0.0011  -0.0892
N  -5.2753  38.4048  15.6915  -0.0101  -0.0191  -0.1394
O  2.651  17.818  29.0794  -0.0402  -0.0405  -0.124
O  12.5697  15.5618  32.7063  0.003  -0.0011  -0.0885
O  -5.1892  18.6466  17.8144  0.0048  -0.0122  -0.0793
O  15.4985  -5.1586  26.9893  -0.0514  -0.0195  -0.1336
O  13.8259  22.4675  30.5712  0.006  -0.0049  -0.0817
O  3.0006  2.4332  32.4755  0.029  -0.026  -0.1493
O  -8.9367  5.7803  26.8374  0.0813  -0.0215  -0.1888
O  0.1369  10.6389  28.1214  -0.0096  -0.0245  -0.1014
O  -10.2228  10.9394  31.6801  0.0411  -0.0316  -0.1233
O  7.1462  16.5045  26.1734  0.049  -0.0699  -0.1873
O  8.0033  21.1008  30.7426  0.013  -0.0507  -0.2114
O  14.9421  -16.5738  22.5156  -0.0505  0.0329  -0.2093
O  1.8717  14.0457  30.2097  -0.0695  0.0385  -0.1175
O  20.0099  3.732  18.0702  -0.0287  0.0421  -0.105
O  8.4284  16.7914  30.5026  -0.041  0.026  -0.1163
O  23.8413  -1.6276  29.9861  0.0212  -0.063  -0.143
N  20.471  -5.0611  16.3195  -0.0077  0.042  -0.1218
O  12.0846  -3.2684  20.576  0.0545  0.0384  -0.1471
O  16.2074  10.3455  26.2406  0.0332  0.0689  -0.1976
O  3.4085  7.0851  25.1041  -0.0291  0.0632  -0.158
O  0.8873  -3.6602  17.0204  -0.0158  -0.0101  -0.078
O  6.521  17.049  28.7065  -0.0431  0.0444  -0.2664
O  3.9741  0.2963  22.1699  -0.0048  -0.0079  -0.0901
O  6.7141  4.0203  30.2245  0.0106  0.0483  -0.1113
O  14.7944  -3.6315  32.8263  0.0461  -0.0076  -0.1154
O  16.9701  7.9294  26.8905  0.0077  -0.0155  -0.1063
O  14.9153  -12.7027  28.1258  0.0761  0.0304  -0.1601
O  13.6001  -2.2137  34.8381  -0.0086  0.01  -0.1723
O  -5.0978  0.8603  23.9688  -0.0556  0.0578  -0.1898
O  16.8298  -4.5939  31.3207  0.0292  -0.0319  -0.128
O  -12.4588  12.0194  32.2694  -0.0474  -0.006  -0.1028
O  1.36  -2.1577  25.027  0.0299  -0.0157  -0.1207
O  14.319  9.1025  20.7765  -0.0505  -0.0536  -0.1761

Results
free energy: -154116.417 eV
free energy less fixed offsets of N -386.36, O -570.45, Si -639.56 eV per atom: -6.637 eV

The program warned: the cutoff lies below the one the program advises for these potential files; the forces do not sum to zero within the program's tolerance; empty levels may hold ghost states of the PAW files; the exchange-correlation potential is rough where the density is thin.
